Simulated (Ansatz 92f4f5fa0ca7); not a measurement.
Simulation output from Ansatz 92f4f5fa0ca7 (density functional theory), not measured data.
Periodic cell of 424 atoms, Si264O160, from a study of silicon, its oxide and their interface. The atomic structure is a simulated model.
Doubt: the cutoff is far below the 930 eV that the study's wrapper takes by default for these files, so forces and energies are approximate.
This geometry differs little from another in the collection (a relaxation step or a small displacement).

Settings
functional: PBE
potential files: Ansatz PAW
basis: plane waves
wave-function cutoff: 580 eV
density cutoff ratio: 5
exchange-correlation grid ratio: 1
k mesh: 1 x 1 x 1, Gamma-centred
self-consistency stop: 5e-08 eV per atom in the density residual
occupations: fixed
spin: none
net charge: 0

Cell vectors (angstrom)
a	15.4687	0	0
b	0	12.8259	0
c	0	0	37.3627

Atoms and the computed forces on them: element, x, y, z (angstrom), force x, y, z (eV/angstrom)
Si	-0.041	1.171	34.681	0.002	0.012	-0.024
Si	3.853	1.172	34.675	-0.019	-0.008	-0.021
Si	7.737	1.17	34.68	-0.002	0.008	-0.039
Si	11.602	1.178	34.653	-0.004	-0.002	-0.016
Si	1.967	7.572	34.728	-0.001	-0.009	-0.02
Si	5.888	7.576	34.709	0.016	0.011	-0.025
Si	9.702	7.561	34.669	0.01	-0.016	-0.02
Si	13.522	7.581	34.701	-0.001	-0.003	-0.017
Si	1.934	5.247	35.096	-0.21	-0.107	-0.197
Si	5.801	5.247	35.096	0.115	0.033	0.519
Si	9.668	5.247	35.096	-0.034	-0.152	-0.361
Si	13.535	5.247	35.096	-0.095	-0.017	0.033
Si	0	11.66	35.096	-0.109	0.143	0.024
Si	3.867	11.66	35.096	0.105	0.053	0.134
Si	7.734	11.66	35.096	0.223	-0.042	-0.243
Si	11.602	11.66	35.096	-0.215	0.129	-0.033
Si	0	4.664	36.333	0.016	0.001	-0.009
Si	3.867	4.664	36.333	0.042	0.02	-0.029
Si	7.734	4.664	36.333	-0.055	-0.036	0.002
Si	11.602	4.664	36.333	0.03	-0.062	-0.043
Si	1.934	11.077	36.333	0.006	-0.009	-0.044
Si	5.801	11.077	36.333	-0.049	0.007	-0.028
Si	9.668	11.077	36.333	0.02	0.088	0.061
Si	13.535	11.077	36.333	0.039	-0.01	-0.042
Si	0	2.332	36.745	-0.148	0.019	-0.004
Si	3.867	2.332	36.745	0.035	-0.01	-0.011
Si	7.734	2.332	36.745	0.045	0.023	0.008
Si	11.602	2.332	36.745	0.019	-0.009	-0.134
Si	1.934	8.745	36.745	0.084	0.082	0.3
Si	5.801	8.745	36.745	0.199	0.03	0.168
Si	9.668	8.745	36.745	0.062	-0.034	-0.149
Si	13.535	8.745	36.745	-0.102	0.048	0.141
Si	1.934	1.749	0.619	-0.025	-0.044	-0.051
Si	5.801	1.749	0.619	-0.02	-0.02	-0.021
Si	9.668	1.749	0.619	-0.03	-0.033	-0.013
Si	13.535	1.749	0.619	0.044	0.015	-0.008
Si	0	8.162	0.619	0.011	-0.022	-0.01
Si	3.867	8.162	0.619	-0.017	-0.002	-0.005
Si	7.734	8.162	0.619	-0.039	0.036	0.02
Si	11.602	8.162	0.619	-0.035	0.031	0.013
Si	0	5.83	1.031	-0.016	0.02	0.04
Si	3.867	5.83	1.031	-0.053	-0.024	-0.009
Si	7.734	5.83	1.031	0.058	0.011	0.028
Si	11.602	5.83	1.031	-0.048	-0.003	-0.013
Si	1.934	12.243	1.031	0.004	0.009	0.025
Si	5.801	12.243	1.031	0.056	0.002	0.018
Si	9.668	12.243	1.031	-0.017	-0.02	0.017
Si	13.535	12.243	1.031	-0.036	-0.012	-0.004
Si	1.934	5.247	2.268	0.098	0.024	0.067
Si	5.801	5.247	2.268	-0.12	-0.013	0.024
Si	9.668	5.247	2.268	0.006	-0.032	-0.11
Si	13.535	5.247	2.268	-0.034	0.019	-0.016
Si	0	11.66	2.268	-0.043	-0.02	0.017
Si	3.867	11.66	2.268	-0.012	-0.011	-0.047
Si	7.734	11.66	2.268	0.009	0.022	0.025
Si	11.602	11.66	2.268	0.071	-0.016	-0.111
Si	1.934	2.915	2.68	0.028	0.091	0.096
Si	5.801	2.915	2.68	0.035	0.008	0.011
Si	9.668	2.915	2.68	0.021	0.032	0.012
Si	13.535	2.915	2.68	-0.044	-0.043	-0.005
Si	0	9.328	2.68	-0.012	0.029	0.038
Si	3.867	9.328	2.68	0.028	0.019	0.051
Si	7.734	9.328	2.68	0.042	-0.029	0.013
Si	11.602	9.328	2.68	0.024	-0.03	-0.013
Si	-0.398	-1.495	26.736	-0.005	-0.014	-0.007
Si	6.694	2.619	25.642	0.007	0.03	-0.011
Si	7.875	0.803	27.838	0.041	-0.107	-0.023
Si	10.975	0.789	27.766	-0.002	0.035	0.035
Si	2.249	6.6	28.529	-0.017	0.126	-0.017
Si	5.294	6.93	27.946	-0.026	0.013	-0.104
Si	9.588	6.479	28.034	-0.097	0.095	-0.026
Si	14.721	6.504	28.346	0.006	0.009	-0.077
Si	2.863	3.548	28.381	0.007	-0.093	0.028
Si	7.276	4.475	27.934	-0.007	-0.076	0.101
Si	11.55	4.668	26.83	-0.043	0.001	0.056
Si	15.504	2.277	28.571	0.039	-0.032	-0.057
Si	0.03	11.108	29.036	0.001	-0.026	0.02
Si	3.544	11.265	28.434	0.04	0.034	-0.015
Si	7.841	10.464	28.307	0.131	0.056	-0.308
Si	11.27	10.449	27.782	0.026	0.006	-0.022
Si	-0.865	4.258	29.483	-0.026	-0.023	-0.014
Si	4.381	3.17	30.084	0.034	0.024	0.069
Si	6.776	3.416	29.941	-0.03	0.04	-0.054
Si	12.263	3.591	29.737	-0.008	-0.005	-0.059
Si	1.99	10.13	29.804	0.033	0.075	0.002
Si	6.028	9.959	29.717	-0.081	-0.008	-0.031
Si	9.763	9.89	29.519	-0.05	0.007	0.014
Si	13.676	9.96	29.784	-0.067	0.058	-0.059
Si	-0.005	0.467	30.061	-0.032	0.032	0.012
Si	3.883	0.876	30.367	-0.194	0.021	-0.262
Si	7.61	1.26	30.131	0.036	-0.018	0.102
Si	11.627	1.306	30.028	-0.002	0.03	0.006
Si	2.099	7.83	30.44	-0.029	-0.03	-0.02
Si	5.825	7.661	30.139	0.03	-0.03	0.028
Si	9.781	7.601	30.08	0.032	0.024	0.023
Si	13.77	7.666	30.168	-0.05	0.012	0.028
Si	1.875	0.533	31.51	0.025	-0.012	-0.032
Si	5.856	0.406	31.471	0.096	0.095	-0.011
Si	9.66	0.734	31.275	-0.021	-0.024	-0.019
Si	13.474	0.508	31.324	-0.002	-0.02	0.01
Si	0.115	7.125	31.541	0.016	-0.037	0.002
Si	4.002	7.025	31.513	0.038	-0.008	0
Si	7.802	7.014	31.299	-0.033	0.008	-0.019
Si	11.728	7.032	31.303	0.01	-0.01	0.001
Si	-0.078	4.759	31.71	0.023	0.004	-0.038
Si	3.86	4.64	31.865	-0.005	-0.008	-0.039
Si	7.624	4.697	31.76	0.021	-0.042	-0.015
Si	11.593	4.714	31.722	-0.018	0.006	-0.024
Si	1.978	11.073	31.939	-0.036	0.028	0.004
Si	5.879	10.965	31.848	-0.037	-0.075	0.03
Si	9.708	11.156	31.61	-0.005	-0.007	0.004
Si	13.424	11.054	31.861	0.019	-0.038	-0.088
Si	1.859	4.1	32.981	-0.019	-0.009	-0.004
Si	5.781	4.09	33.097	-0.012	0.045	0.004
Si	9.625	4.1	32.954	-0.006	0.02	-0.007
Si	13.507	4.127	33.012	0	0.021	-0.001
Si	-0.028	10.498	33.046	-0.004	-0.03	0.017
Si	3.925	10.438	33.088	-0.002	-0.001	-0.005
Si	7.848	10.476	33.002	0.035	0.027	-0.03
Si	11.514	10.497	33.039	-0.015	0.01	0.013
Si	1.89	1.788	33.479	0	0.019	0.03
Si	5.799	1.739	33.445	0.016	0	0.033
Si	9.659	1.767	33.412	-0.006	0.008	-0.01
Si	13.522	1.769	33.372	0.012	-0.003	-0.03
Si	0.018	8.21	33.577	-0.005	0.014	-0.021
Si	3.94	8.136	33.561	0.007	-0.01	-0.003
Si	7.803	8.15	33.403	-0.011	-0.028	-0.021
Si	11.619	8.163	33.405	-0.018	0.003	-0.015
Si	0	2.332	3.917	-0.086	-0.071	0.304
Si	3.867	2.332	3.917	-0.069	0.018	0.291
Si	7.734	2.332	3.917	-0.07	-0.009	-0.082
Si	11.602	2.332	3.917	0.013	0.052	-0.307
Si	1.934	8.745	3.917	0.068	-0.113	0.178
Si	5.801	8.745	3.917	0.074	-0.04	0.176
Si	9.668	8.745	3.917	-0.071	0.036	0.169
Si	13.535	8.745	3.917	-0.164	0.03	-0.145
Si	1.942	6.396	4.349	0.011	0.005	0.003
Si	5.765	6.41	4.337	-0.004	0.008	0.011
Si	9.664	6.409	4.314	-0.005	0.003	0.022
Si	13.521	6.409	4.332	0.011	0.013	0.021
Si	0.001	12.828	4.333	0.004	-0.001	0
Si	3.865	12.819	4.33	0	-0.004	0.003
Si	7.734	12.832	4.327	-0.004	-0.001	0.018
Si	11.607	12.833	4.309	0.006	-0.015	-0.005
Si	-0.01	5.763	5.53	0.005	-0.018	-0.024
Si	3.857	5.826	5.653	0.009	0.004	0.012
Si	7.716	5.821	5.516	0	0.005	0.026
Si	11.584	5.845	5.574	0.004	0.006	0.022
Si	1.935	12.211	5.562	-0.007	-0.021	-0.001
Si	5.8	12.224	5.555	-0.002	0.004	0
Si	9.686	12.241	5.53	-0.006	0.015	0.025
Si	13.522	12.298	5.574	-0.004	-0.004	-0.004
Si	-0.069	3.46	6.046	-0.007	-0.002	-0.001
Si	3.843	3.475	6.042	0.004	-0.01	-0.006
Si	7.693	3.493	5.969	-0.018	0.002	0.026
Si	11.594	3.49	5.946	-0.005	-0.005	0.011
Si	1.944	9.866	6.022	-0.003	0.002	-0.015
Si	5.841	9.912	6.002	0.022	-0.017	0
Si	9.628	9.924	6	-0.012	0.008	0.017
Si	13.477	9.977	5.923	0	-0.006	-0.017
Si	1.881	2.904	7.279	-0.016	0.128	0.181
Si	5.805	2.842	7.261	-0.025	-0.009	0
Si	9.654	2.922	7.133	0.006	-0.009	-0.015
Si	13.427	2.886	7.331	0.016	-0.011	0.025
Si	-0.111	9.231	7.07	0.027	0.029	-0.002
Si	3.943	9.314	7.263	-0.014	0.029	0.037
Si	7.739	9.319	7.331	-0.014	0.061	0.063
Si	11.581	9.423	7.215	-0.017	0.021	-0.007
Si	-0.084	6.946	7.535	-0.013	0.002	0.002
Si	3.894	6.991	7.757	0.013	0.024	0.024
Si	7.701	6.962	7.566	0.015	-0.014	0.018
Si	11.55	7.126	7.583	0.036	0.006	-0.034
Si	1.939	13.384	7.62	0.01	-0.024	-0.025
Si	5.814	13.336	7.633	0.001	-0.009	-0.006
Si	9.748	13.419	7.566	0.01	-0.028	0.04
Si	13.536	13.35	7.719	0.003	-0.005	-0.012
Si	1.81	6.954	8.935	0.027	0.057	0.015
Si	5.905	6.229	8.91	-0.022	0.017	0.002
Si	9.643	6.481	8.794	-0.025	0.056	0.043
Si	13.427	6.436	8.791	-0.018	-0.024	0.011
Si	0.056	12.537	8.765	-0.053	0.075	0.312
Si	3.849	12.766	8.852	-0.026	0.108	0.106
Si	7.832	12.728	8.708	0.018	-0.008	-0.05
Si	11.587	12.826	8.976	-0.017	-0.037	-0.012
Si	1.676	4.866	9.891	0.012	0.027	0.007
Si	6.185	3.932	9.323	-0.077	-0.07	0.079
Si	10.075	4.2	9.063	0.003	-0.044	0.011
Si	12.575	4.218	9.155	-0.032	0.066	-0.007
Si	-0.083	10.23	9.164	0.049	-0.006	0.044
Si	4.017	10.489	9.348	-0.037	-0.077	0.04
Si	7.877	10.508	9.47	0.014	-0.071	0.011
Si	11.549	10.483	9.351	-0.008	-0.022	0.009
Si	-0.063	3.657	11.99	0.046	-0.045	0.102
Si	3.997	3.875	11.667	0.052	0.009	0.094
Si	8.27	3.338	10.421	0.06	0.081	0.08
Si	12.401	3.696	11.411	0.027	-0.011	-0.081
Si	1.539	8.942	10.351	-0.043	-0.008	0.021
Si	5.892	10.129	10.717	0.072	-0.044	-0.012
Si	9.781	9.725	10.753	0.014	0.055	0.035
Si	13.509	10.031	10.551	0.058	0.035	0.103
Si	0.486	0.654	11.797	0.08	-0.032	-0.125
Si	3.394	0.937	11.859	-0.096	-0.043	-0.003
Si	8.244	0.999	10.688	-0.018	-0.109	0.059
Si	11.255	0.781	11.211	-0.015	0.015	-0.012
Si	0.089	7.882	12.898	0.049	-0.013	0.034
Si	6.681	7.155	10.956	-0.17	0.057	0.112
Si	9.082	7.452	10.903	-0.017	-0.046	0.078
Si	13.408	7.701	10.793	0.007	0.012	-0.021
O	9.426	1.325	27.485	-0.013	-0.013	0
O	0.899	-0.614	26.274	-0.008	-0.003	-0.004
O	13.022	4.622	26.085	0.012	-0.022	0.007
O	3.652	6.93	27.707	0.009	-0.019	0.081
O	-0.975	7.134	11.908	-0.071	-0.021	-0.062
O	1.856	3.666	8.777	0.008	-0.062	-0.163
O	9.647	13.28	11.424	-0.027	-0.004	-0.04
O	1.994	12.971	12.185	-0.038	0.056	-0.096
O	4.548	13.174	12.83	-0.007	-0.026	-0.074
O	13.681	10.795	12.041	-0.019	-0.006	-0.046
O	0.693	6.72	13.872	0.007	0.027	-0.026
O	6.363	6.443	12.392	0.06	0.056	-0.099
O	5.769	8.518	10.991	0.131	-0.03	-0.035
O	0.525	9.048	16.207	0.022	0.002	0.021
O	14.863	13.036	12.906	-0.01	-0.004	-0.053
O	6.979	13.377	11.643	0.037	-0.014	-0.026
O	10.241	10.194	12.323	-0.014	-0.036	-0.117
O	4.53	4.65	12.987	-0.037	-0.033	-0.103
O	7.945	3.864	11.981	0.005	-0.005	-0.097
O	0.607	4.139	13.391	-0.018	0.008	-0.075
O	9.668	6.733	12.327	-0.033	0.017	-0.045
O	12.163	12.878	12.357	0.021	-0.037	-0.011
O	5.743	10.744	12.252	-0.006	-0.004	-0.083
O	13.81	3.457	12.192	-0.065	0.02	0.007
O	10.454	4.048	25.797	0.026	-0.027	0.006
O	8.583	7.308	27.07	0.025	0.019	0.024
O	-0.53	9.932	25.846	-0.004	0.034	0.032
O	6.74	1.381	26.761	-0.01	-0.034	-0.013
O	7.758	9.739	26.812	-0.025	0.041	0.106
O	5.272	3.283	25.084	0.007	-0.021	0.019
O	13.932	6.822	26.935	-0.005	-0.034	0.021
O	12.043	1.445	26.69	-0.003	0.006	-0.03
O	0.784	6.984	27.862	0.045	-0.05	0.006
O	3.66	3.472	26.983	-0.014	-0.003	0.013
O	11.214	9.717	26.309	-0.015	0.015	0.056
O	3.011	13.538	25.444	-0.021	-0.017	-0.017
O	5.943	7.859	26.758	-0.048	-0.012	0.025
O	13.806	-0.485	26.395	0.004	-0.017	-0.049
O	7.485	3.783	26.469	0.007	-0.013	-0.051
O	14.652	1.939	27.197	0.014	0.03	0.013
Si	14.778	1.665	23.408	0.058	0.019	-0.002
Si	-1.341	12.86	18.777	-0.038	-0.031	-0.049
Si	16.634	8.186	22.907	-0.001	-0.003	0.076
Si	9.333	15.217	15.635	-0.002	0.023	-0.02
Si	9.544	10.205	13.808	-0.059	0.006	0.068
Si	5.292	3.594	20.334	-0.028	0.035	0.037
Si	11.885	6.877	23.567	-0.031	-0.029	-0.008
Si	0.733	3.99	22.021	0.007	-0.052	0.031
Si	10.219	12.417	15.967	0.055	0.033	0.009
Si	16.781	11.11	22.993	-0.001	-0.011	0.023
Si	1.528	12.392	20.092	0.001	0.001	0.068
Si	7.476	8.223	26.322	0.089	0.012	0.061
Si	8.037	13.514	17.718	0.033	0.042	-0.09
Si	13.493	12.144	12.959	-0.055	0.017	0.051
Si	12.898	6.229	15.185	0.088	-0.053	0.06
Si	6.125	13.514	13.026	0.023	0.036	0.083
Si	5.527	6.284	21.926	0.042	0.013	0.032
Si	3.339	10.049	19.018	0.003	-0.046	-0.035
Si	5.7	5.591	13.596	0.053	0.01	0.004
Si	9.935	4.536	24.329	0.01	0.047	-0.064
Si	2.994	1.812	21.3	-0.001	0.002	0.047
Si	12.794	13.104	21.376	-0.004	-0.01	0.039
Si	13.592	1.141	26.241	0.047	0.004	0.078
Si	6.519	10.801	13.687	-0.026	0.042	-0.005
Si	-0.932	8.833	15.503	-0.006	-0.035	0.031
Si	6.304	11.293	18.474	0.047	-0.028	-0.075
Si	11.259	6.408	12.541	0.044	0.013	0.024
Si	8.495	10.563	20.605	0.015	-0.012	0.015
Si	10.21	11.985	22.871	-0.008	0.022	0.02
Si	9.973	8.482	19.042	-0.01	-0.028	-0.062
Si	12.66	2.518	19.516	-0.006	0.011	-0.014
Si	2.406	1.435	24.104	0.016	0.029	0.037
Si	-0.951	9.822	24.245	0.022	0.014	-0.006
Si	18.536	7.493	20.81	-0.012	-0.03	0.021
Si	11.382	9.662	24.68	0.028	-0.034	-0.026
Si	10.382	5.275	16.541	0.021	-0.017	-0.046
Si	1.568	5.731	24.5	0.029	0.013	-0.045
Si	6.411	9.197	16.215	-0.012	-0.034	-0.07
Si	7.802	6.677	23.764	0.019	-0.017	-0.011
Si	-1.011	5.043	19.757	0.02	0.01	-0.046
Si	12.067	6.754	20.478	-0.011	0.028	0.027
Si	14.01	5.862	25.609	-0.007	0.023	-0.044
Si	7.932	7.718	21.053	0.014	-0.045	0.029
Si	4.324	7.083	16.045	0.016	0.016	-0.047
Si	3.72	3.787	25.405	-0.034	-0.022	-0.011
Si	10.421	4.406	19.38	-0.009	0.029	-0.061
Si	2.406	12.052	25.717	-0.001	0.064	-0.04
Si	8.179	15.251	20.252	0.028	-0.023	0.015
Si	3.534	5.274	18.486	-0.006	0.051	-0.073
Si	9.305	8.051	15.957	-0.037	-0.032	-0.007
Si	0.151	5.281	14.444	-0.03	-0.008	0.045
Si	0.902	5.41	17.456	-0.014	0.002	-0.107
Si	1.824	8.283	16.814	-0.032	-0.033	-0.086
Si	13.119	11.494	16.12	-0.044	-0.047	-0.011
Si	8.75	1.885	23.294	0.031	0.016	0.024
Si	7.47	3.355	13.459	-0.05	-0.01	0.145
O	9.563	6.448	15.751	0.002	0.017	0.001
O	11.988	5.542	16.348	-0.008	0.008	0.011
O	14.987	5.048	18.216	-0.007	-0.007	0.04
O	18.194	9.281	17.718	0.03	0.038	0.042
O	1.752	7.322	24.168	-0.011	-0.023	0
O	11.688	-0.525	22.244	0.019	0.002	-0.016
O	9.962	5.325	18.112	-0.009	-0.001	0.047
O	10.426	13.999	15.575	-0.023	-0.021	0.001
O	-3.359	1.654	20.793	0.003	0.008	-0.011
O	13.8	1.677	24.714	-0.032	-0.011	0.015
O	2.711	15.814	24.414	-0.014	0.007	0.016
O	15.586	5.461	25.298	0.021	-0.021	0.01
O	6.277	2.229	13.514	0.029	0.009	-0.059
O	10.407	10.765	23.953	-0.005	0.01	0.007
O	9.666	9.999	19.591	-0.001	-0.002	0.014
O	1.855	2.971	21.424	-0.009	0.023	-0.033
O	6.254	6.289	23.388	-0.016	-0.017	-0.037
O	10.053	3.784	16.019	0.005	0.011	0.005
O	7.821	9.304	21.398	0	0.026	-0.026
O	-1.863	3.705	20.055	-0.005	-0.009	0.021
O	4.101	7.062	22.012	0	-0.002	-0.022
O	11.579	11.77	16.574	0.024	-0.005	0.013
O	1.869	9.623	22.658	-0.005	-0.019	-0.009
O	3.164	1.025	22.726	0.005	-0.001	-0.032
O	4.459	2.364	20.951	0.02	0	-0.012
O	7.5	14.905	24.33	-0.032	0.01	0.036
O	6.663	12.39	14.092	0.016	-0.012	-0.041
O	11.154	5.399	20.437	-0.004	-0.028	0.008
O	6.548	12.81	17.852	-0.022	-0.017	0.031
O	13.81	7.411	15.851	-0.028	0.007	-0.013
O	8.116	14.782	16.663	-0.021	-0.051	0.054
O	14.039	12.125	17.319	0.03	0.035	0.062
O	4.746	10.878	18.777	-0.024	0.016	0.029
O	2.119	4.551	18.119	0.015	-0.014	0.034
O	13.57	6.395	19.957	0.014	-0.008	-0.009
O	2.353	11.471	24.197	0.006	0.002	-0.003
O	6.871	4.65	14.26	0.016	0.016	-0.059
O	9.199	3.689	20.152	-0.001	0.003	0.009
O	9.819	11.594	14.616	0.012	-0.014	-0.04
O	7.704	8.288	15.844	0.016	0.013	0.016
O	9.578	13.322	23.592	0.012	-0.017	-0.004
O	11.394	3.225	18.775	0.022	-0.018	0.017
O	9.908	8.486	17.415	0.012	0.023	0.03
O	11.894	6.753	14.004	-0.065	0.001	-0.059
O	8.558	5.417	24.461	-0.008	-0.004	0.008
O	5.366	4.733	21.489	-0.005	-0.021	-0.009
O	17.017	7.465	21.469	0.012	0.002	-0.033
O	13.307	6.616	24.347	0.032	0.004	0.015
O	0.824	5.003	15.886	0.005	0.006	0.029
O	7.713	7.993	24.729	-0.013	0.015	0.047
O	7.96	10.091	13.472	0.035	-0.034	-0.019
O	13.279	12.228	20.056	0.016	0	-0.014
O	12.909	9.937	24.158	-0.025	0.004	0.014
O	13.987	5.186	14.567	-0.02	0.032	-0.014
O	14.984	3.154	22.748	-0.006	0.011	-0.001
O	3.245	6.398	19.625	0.004	0.008	0.02
O	9.718	3.195	23.437	-0.003	-0.02	0.006
O	-1.938	14.373	18.531	0.009	0.001	0.018
O	2.569	13.637	20.098	-0.009	-0.006	-0.035
O	-0.663	8.953	13.887	-0.001	0.015	-0.049
O	0.8	1.17	23.89	0.003	-0.021	-0.009
O	5.061	6.573	14.703	-0.005	0.002	-0.003
O	9.077	12.37	17.142	-0.032	0	0.028
O	7.264	11.268	19.799	-0.012	0.015	0.028
O	8.752	2.65	14.147	0.022	-0.003	-0.037
O	4.168	5.889	17.124	0.001	-0.024	0.029
O	8.196	14.648	21.762	-0.018	0.002	-0.052
O	11.436	7.942	19.541	0.003	0.007	0.007
O	6.464	7.055	20.817	-0.008	-0.003	-0.017
O	6.869	10.212	17.392	-0.011	0.024	0.037
O	15.234	11.108	23.531	-0.007	-0.022	-0.02
O	13.482	9.916	16.07	-0.007	0.012	0.001
O	11.045	8.116	24.24	-0.003	0.015	0.028
O	3.508	8.955	20.217	0.01	0.03	-0.003
O	10.005	8.952	14.771	0.013	0.02	-0.046
O	6.727	15.853	19.881	-0.006	0.008	-0.011
O	2.857	7.713	15.668	-0.006	0.017	0.043
O	8.535	14.069	19.178	0.003	0.001	0.039
O	8.822	7.505	19.706	0	0.015	0.012
O	5.246	8.219	16.762	0.003	0.018	0.043
O	0.208	4.954	20.824	-0.013	0.023	0.006
O	5.805	9.999	14.914	0.03	0.002	0.011
O	0.212	12.853	19.257	0.01	0.008	-0.001
O	12.172	7.268	22.017	0.017	0.004	-0.032
O	4.579	4.164	18.999	0.019	-0.025	0.002
O	11.05	5.486	23.624	0.024	0.002	0.022
O	15.079	8.521	23.386	0.019	0.004	0.004
O	13.296	11.995	14.576	0.005	-0.01	-0.098
O	9.174	11.568	21.68	-0.024	-0.026	-0.034
O	1.436	4.983	23.074	-0.01	0.019	-0.012
O	16.721	12.013	21.656	0.018	0.011	-0.039
O	8.603	7.014	22.373	-0.016	0.025	-0.028
O	2.189	11.123	19.367	-0.013	0.001	-0.016
O	1.222	7.008	17.647	0.005	0.006	0.046
O	14.092	0.691	22.29	-0.024	-0.013	-0.026
O	2.989	5.28	25.234	-0.017	0.001	-0.016
O	1.198	8.611	11.948	-0.016	0.005	-0.047
O	10.939	-0.813	27.486	-0.006	-0.03	0
O	2.124	4.978	28.685	0.081	-0.089	0.012
O	10.998	6.181	27.232	0.056	-0.011	-0.002
O	5.969	5.455	27.711	-0.014	0.04	0.035
O	3.272	11.227	26.807	0.02	-0.024	0.049
O	2.903	4.847	10.967	0.017	-0.026	-0.048
O	11.554	3.869	28.247	0.079	0.001	0.029
O	3.275	2.522	12.183	0.014	-0.017	-0.045
O	11.925	7.392	11.426	-0.062	-0.025	-0.024
O	0.604	2.249	11.626	0.01	-0.086	-0.013
O	11.446	2.377	11.494	0.011	-0.005	0.014
O	-2.703	-2.576	28.404	-0.006	-0.035	0.086
O	5.161	3.503	10.583	0.063	0.04	-0.071
O	7.821	12.01	27.765	-0.034	-0.076	0.074
O	3.792	0.775	10.289	0.029	-0.015	-0.051
O	15.737	4.646	10.727	-0.025	0.026	-0.055
O	-0.062	12.962	10.367	0.075	0.005	-0.121
O	3.741	12.837	28.912	0.04	-0.039	0.122
O	11.547	4.845	12.204	-0.008	-0.006	0.005
O	4.901	10.397	28.577	0.081	-0.01	0.039
O	8.742	5.102	28.34	-0.005	0.033	0.006
O	2.894	9.859	10.418	0.071	0.035	-0.123
O	1.646	2.453	28.243	-0.039	0.003	0

Results
free energy: -258827.788 eV
free energy less fixed offsets of O -568.88, Si -635.61 eV per atom: -5.948 eV

The program warned: the cutoff lies below the one the program advises for these potential files; the forces do not sum to zero within the program's tolerance; the exchange-correlation potential is rough where the density is thin.
